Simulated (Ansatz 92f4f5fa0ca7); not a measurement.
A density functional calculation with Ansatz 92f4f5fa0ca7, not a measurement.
Periodic cell of 186 atoms, Si104O82, from a study of silicon, its oxide and their interface. The atomic structure is a simulated model.

Settings
functional: PBE
potential files: Ansatz PAW
basis: plane waves
wave-function cutoff: 700 eV
density cutoff ratio: 5
exchange-correlation grid ratio: 2
k mesh: 2 x 2 x 1, shifted by 0.5 0.5 0.5 of a step
self-consistency stop: 5e-08 eV per atom in the density residual
occupations: Fermi-Dirac, 0.05 eV
spin: none
net charge: 0

Cell vectors (angstrom)
a  11.5983  0  0
b  0  11.5983  0
c  -0.5078  0.0126  24.2128

Atoms and the computed forces on them: element, x, y, z (angstrom), force x, y, z (eV/angstrom)
Si  1.3648  -1.7727  0.2541  0.0114  0.1295  -0.4241
Si  1.2608  1.3129  0.6506  0.004  -0.0642  -0.5218
Si  0.935  4.3247  -0.082  -0.2398  -0.2249  -0.0786
Si  5.3973  -1.9095  0.298  0.0387  0.2759  -0.4095
Si  5.2066  1.1008  0.8384  -0.0164  -0.0137  -0.7195
Si  5.1347  4.1494  0.2189  0.0214  -0.2211  -0.5383
Si  9.1411  -1.8913  0.4398  0.0006  0.1713  -0.3168
Si  9.043  1.1406  0.7916  -0.1218  -0.0271  -0.753
Si  9.0124  4.167  0.2199  -0.0393  -0.1197  -0.2555
Si  3.3282  -2.4861  1.4626  0.0155  0.0714  -0.1531
Si  3.1925  1.2503  1.9612  -0.0209  -0.0128  -0.0753
Si  3.0781  4.9032  1.2583  0.024  -0.1208  -0.1902
Si  7.2057  -2.4639  1.7186  0.0658  -0.0351  -0.1158
Si  7.1302  1.1673  2.1002  0.0722  -0.0624  -0.2134
Si  7.0589  4.8686  1.4611  0.1477  -0.061  -0.0632
Si  11.091  -2.4582  1.6269  -0.0489  0.0361  -0.0453
Si  10.995  1.2333  2.0322  -0.0001  0.0406  -0.1629
Si  10.8898  4.8497  1.5638  -0.0756  0.058  -0.2285
Si  3.2588  -0.7646  3.1145  -0.0074  -0.0815  0.1979
Si  3.1753  3.2867  3.0703  -0.01  0.1867  0.1974
Si  3.2297  6.9454  2.6663  0.0162  -0.0014  -0.0813
Si  7.1601  -0.7648  3.3179  -0.0139  0.0178  0.375
Si  7.1002  3.2075  3.1704  0.022  0.0769  0.3652
Si  7.1355  6.9519  2.7825  -0.0236  0.0028  -0.0668
Si  11.0306  -0.7433  3.2152  0.0605  -0.1268  0.3493
Si  10.9602  3.2113  3.2196  -0.0083  0.1907  0.3601
Si  10.9783  6.9672  2.7892  0.0446  -0.0663  -0.1382
Si  1.3668  -0.7495  4.5083  -0.0125  -0.1652  -0.1279
Si  1.3121  3.2463  4.5234  0.024  0.0265  -0.0397
Si  1.3313  6.9402  4.1874  -0.0106  -0.0228  -0.0181
Si  5.1523  -0.7187  4.5199  -0.0269  -0.0925  -0.0673
Si  5.1231  3.2147  4.4674  -0.0311  0.1027  -0.0262
Si  5.1676  6.9529  4.1643  0.0118  0.0492  0.0156
Si  9.1165  -0.7095  4.5863  -0.0082  -0.1405  -0.0924
Si  9.0255  3.1876  4.5587  0.0078  0.0491  -0.0563
Si  9.0547  6.9363  4.237  -0.0484  0.0461  0.0445
Si  1.3351  -2.7858  5.6518  -0.0265  0.1213  0.0605
Si  1.3134  1.2419  5.7503  0.0724  -0.0232  0.0658
Si  1.3165  5.1807  5.8707  -0.0066  -0.094  0.0774
Si  5.1479  -2.7558  5.6609  -0.0279  -0.0275  0.0678
Si  5.0729  1.249  5.8195  0.1108  0.0901  0.1104
Si  5.2484  5.1604  5.7924  -0.1233  -0.0205  -0.0383
Si  9.077  -2.764  5.6753  -0.0278  -0.0391  0.0914
Si  9.1221  1.2461  5.9037  -0.0831  0.1756  0.1399
Si  8.9892  5.1285  5.8736  0.1796  -0.0259  -0.0427
Si  3.2211  -2.7047  7.0527  0.0011  -0.0335  -0.2376
Si  3.1133  1.2434  7.2107  -0.1453  0.0405  -0.0798
Si  3.3535  5.1684  7.1797  0.029  0.0207  -0.1129
Si  7.1178  -2.7957  6.9903  0.004  -0.0447  -0.4179
Si  7.077  1.2748  7.09  -0.0339  0.0749  -0.297
Si  7.099  5.1088  7.3559  -0.0258  -0.0314  0.1627
Si  11.014  -2.7168  7.0169  0.0182  -0.1261  -0.2906
Si  11.1211  1.2352  7.255  0.0384  0.0797  0.0266
Si  10.9062  5.0887  7.2608  0.0027  -0.0411  -0.0173
Si  3.0721  -0.7934  8.4526  -0.3553  -0.1704  0.1484
Si  3.2182  3.2185  8.5286  0.1178  -0.0145  -0.041
Si  3.34  7.1077  8.5412  0.1945  0.1008  0.2834
Si  7.1153  -0.7841  8.1486  0.0295  -0.0251  0.075
Si  7.0639  3.0052  8.7013  -0.0179  -0.1068  0.0825
Si  7.1312  7.1529  8.6593  -0.0177  -0.0046  0.1892
Si  11.0657  -0.8372  8.433  0.1527  -0.0777  0.173
Si  11.037  3.1313  8.7298  0.1003  0.1475  0.024
Si  10.9243  7.1056  8.4969  -0.1154  0.082  0.3153
Si  12.8108  -1.3485  10.0461  -0.0127  -0.1068  0.2757
Si  1.4281  3.9459  9.9796  -0.0485  0.1013  0.3488
Si  1.3226  7.1262  9.6879  -0.0986  -0.0653  0.2451
Si  5.1726  -0.7852  9.3836  0.0381  -0.062  0.6186
Si  5.0318  2.3436  9.8745  -0.0683  -0.0565  0.4201
Si  5.2099  7.7433  9.9433  -0.0244  0.1457  0.3406
Si  9.0083  -0.805  9.5169  0.0111  -0.0352  0.4945
Si  9.0513  2.3418  9.8856  -0.0545  -0.1467  0.2861
Si  9.0876  7.7081  9.9327  0.0755  0.0977  0.3242
Si  3.1367  2.6474  12.2042  -0.0212  0.1846  0.2387
Si  6.8591  1.3363  14.094  0.0517  -0.1433  0.2392
Si  5.0595  0.4511  16.0205  -0.0207  -0.1721  0.0534
Si  6.0283  4.411  18.9298  -0.0957  0.0498  -0.0921
Si  6.1685  -1.4291  14.0475  0.0733  0.0505  0.3182
Si  1.95  -2.3671  14.758  -0.0426  -0.1264  0.2656
Si  5.6692  8.5002  21.5853  -0.1403  -0.0141  -0.4262
Si  2.4905  3.9304  14.8665  -0.0284  0.1797  0.2829
Si  3.8474  -1.1777  20.1304  -0.0063  0.1558  -0.2005
Si  0.4373  0.6221  19.1763  0.0739  -0.0424  -0.0621
Si  3.6316  3.4701  17.663  -0.0805  0.0015  0.0176
Si  -2.7565  3.3573  12.8586  -0.0833  -0.0672  0.5277
Si  2.632  -0.7396  17.3698  -0.0612  -0.0289  0.0358
Si  1.4943  8.8607  21.5514  0.2143  0.0226  -0.4961
Si  1.5327  0.1569  12.8606  0.1061  -0.081  0.489
Si  3.7386  6.7932  15.0273  -0.0691  -0.0332  0.2122
Si  4.0398  6.3562  18.0347  -0.0284  0.0722  -0.1788
Si  11.4085  2.3225  14.5274  0.0053  0.1073  0.2913
Si  5.7857  7.4086  12.9192  -0.0147  0.0944  0.4553
Si  2.9672  1.6922  20.2289  0.0685  -0.0118  -0.1978
Si  10.704  7.9759  14.9904  0.096  0.1208  0.227
Si  8.7582  8.2469  21.814  -0.0314  0.1587  -0.3772
Si  8.8307  6.4992  12.8355  -0.0824  0.1126  0.4573
Si  7.841  12.223  16.8189  0.0688  -0.0332  0.0556
Si  4.2478  4.0819  21.4094  -0.0312  -0.1834  -0.5659
Si  9.9124  5.3124  21.9502  -0.0213  -0.0163  -0.1114
Si  8.4966  9.4628  16.0278  -0.1025  0.0768  0.0177
Si  10.2054  2.385  17.4944  0.0493  -0.0614  0.0483
Si  3.341  6.7588  20.7155  0.0111  0.0835  -0.3153
Si  9.6897  7.5576  17.6126  0.0032  -0.0066  -0.0919
Si  10.6504  9.5466  19.8178  0.018  0.1314  -0.1825
Si  9.1943  4.7881  18.9814  -0.0106  0.0482  -0.2976
O  9.9551  7.1551  13.8133  -0.143  -0.1206  -0.2922
O  3.2008  5.1497  20.759  -0.0236  0.0354  0.1537
O  11.997  8.8393  20.3685  0.0592  -0.0408  0.1785
O  1.294  -0.1404  -0.184  -0.0131  -0.3245  0.4391
O  6.2361  0.5771  17.1761  -0.0381  0.0223  -0.0281
O  9.0776  -0.2866  -0.1154  0.0167  -0.3168  0.5747
O  11.2299  1.9118  18.652  -0.0361  0.0436  -0.0063
O  5.2222  4.6381  -1.3646  0.0179  0.082  0.544
O  10.6988  7.1034  16.3937  -0.0415  0.0161  -0.0699
O  9.4048  9.3855  20.8439  -0.0703  -0.1085  0.2081
O  1.1049  2.6591  -0.3583  0.1007  0.3125  0.4075
O  0.7911  9.1286  22.9766  -0.0874  0.039  0.4272
O  8.2985  8.0936  16.9099  0.1121  0.0465  -0.0028
O  3.4005  2.6832  21.4458  0.0158  0.0181  0.138
O  5.2488  -1.9199  20.5136  0.0493  -0.1063  0.2103
O  11.3528  4.9877  22.7078  0.3961  -0.2014  0.3748
O  5.2642  2.4955  -0.0597  -0.0618  0.4223  0.3026
O  9.6819  6.9107  21.6892  0.0688  -0.0777  0.0649
O  5.542  3.9337  20.417  -0.0372  0.0259  0.1611
O  5.542  -2.5773  13.1089  -0.0314  -0.0416  -0.1273
O  12.0483  1.0096  13.7714  0.0848  -0.0972  -0.2081
O  2.1377  7.3699  21.6002  -0.0626  -0.0107  0.1803
O  5.2349  6.9961  11.4375  -0.0675  0.0819  -0.4564
O  0.9798  -0.3919  11.4111  0.0338  -0.3251  -0.4993
O  5.2838  3.4493  17.7992  -0.0409  0.0719  0.0803
O  5.1978  0.6946  10.1931  -0.0805  0.2263  -0.3511
O  9.0021  0.6921  10.3351  0.0906  0.268  -0.462
O  6.6369  -0.0652  13.2408  -0.0364  0.0586  -0.0866
O  5.0326  6.5135  14.0722  0.1188  0.0597  -0.2056
O  1.2833  8.6163  10.5497  0.0241  0.2125  -0.4467
O  10.1175  2.783  13.6724  -0.104  0.0458  -0.2108
O  8.9965  9.345  10.431  0.0521  -0.1771  -0.5218
O  9.0914  3.2146  11.2741  0.0428  -0.1327  -0.2739
O  3.3383  3.5167  13.5554  0.0315  -0.1998  -0.2844
O  9.2485  6.7458  11.2795  0.0508  0.2398  -0.342
O  12.194  8.367  14.5381  -0.0045  -0.0181  -0.0696
O  2.8496  1.0825  12.5768  0.0735  0.0166  -0.0888
O  3.0863  3.1242  16.1675  0.0238  0.0158  -0.0911
O  5.2347  9.3937  10.2923  -0.0933  -0.2106  -0.3434
O  -2.9074  4.9272  13.2147  0.0399  -0.0132  -0.19
O  8.4395  -0.8698  17.0413  -0.0478  0.0674  -0.0283
O  3.1332  5.0022  17.9167  0.0245  -0.0186  0.0028
O  7.3732  7.155  13.0839  0.0589  -0.0059  -0.1242
O  12.5181  3.5261  14.6564  -0.0409  -0.0904  -0.0988
O  7.2092  8.0448  21.3433  0.0485  0.0329  0.1533
O  3.4476  -1.486  18.5708  0.0266  -0.0253  0.1098
O  1.7913  3.1479  11.39  -0.0589  0.1034  -0.1967
O  4.7851  7.1671  21.323  0.0444  0.0384  0.1232
O  2.1237  -1.8356  16.2889  -0.0172  0.026  -0.0921
O  9.9888  3.9724  17.805  -0.0461  0.04  0.0919
O  4.5265  2.8825  11.3757  0.1696  -0.1153  -0.2671
O  5.5342  5.9458  18.5904  0.0058  -0.0886  0.0441
O  1.3338  5.5864  10.4479  0.0069  -0.2426  -0.4349
O  2.0217  -1.123  13.7346  -0.0486  0.2139  -0.2582
O  8.9954  2.5204  -0.1641  0.0233  0.2891  0.4931
O  5.2629  -0.2776  -0.1259  -0.0284  -0.2791  0.5519
O  8.7448  1.6564  17.6833  -0.0288  0.0068  -0.0389
O  5.4311  1.6218  14.8993  0.0963  -0.0892  -0.0711
O  9.9626  9.4052  15.3076  -0.0223  -0.104  -0.0625
O  5.1064  -0.9803  15.215  0.0861  -0.001  -0.1468
O  4.0152  0.4394  20.2693  -0.0194  -0.0306  0.0452
O  2.678  5.5483  15.0174  -0.0197  -0.0289  -0.0669
O  3.0136  2.4731  18.7865  0.0429  0.0091  0.0589
O  4.1732  7.0761  16.5853  0.0152  -0.0456  -0.0683
O  7.6336  4.3281  18.8853  0.11  0.0215  0.0804
O  3.5901  0.425  16.709  0.1204  0.1026  -0.0885
O  1.3086  -0.011  17.9554  0.007  -0.0028  0.0023
O  9.8046  4.5597  20.4867  0.0317  0.0681  0.3077
O  9.2439  -2.8869  -0.8562  -0.0594  0.1248  0.0651
O  -0.6694  -0.4558  19.6722  -0.0147  -0.1376  0.0721
O  5.3516  8.9633  23.1088  -0.1731  0.1251  0.3395
O  10.3486  8.8223  18.3968  0.0337  0.0299  0.1322
O  2.6834  -1.6756  21.175  -0.081  -0.0469  0.1213
O  7.4372  2.5745  13.2315  0.0556  0.0827  -0.1865
O  7.9949  1.0248  15.2393  -0.0703  0.0345  -0.0905
O  3.1148  8.1593  14.4294  -0.0066  0.0264  -0.0909
O  9.1927  4.8471  -1.2788  -0.1267  -0.0668  0.2267
O  9.3458  6.367  18.6317  -0.0087  -0.1595  0.1462
O  7.4236  -2.0802  14.8368  -0.1211  0.0028  -0.1291
O  1.4412  1.1112  20.3778  -0.0088  -0.003  0.0855
O  3.285  7.2861  19.1512  0.0564  -0.1278  0.1695
O  10.869  2.0261  16.0471  0.0005  0.0264  -0.1035

Results
free energy: -112762.152 eV
free energy less fixed offsets of O -569.03, Si -635.61 eV per atom: 1.748 eV
pressure: -0.57 GPa
stress xx, yy, zz, yz, xz, xy (GPa, positive in tension): -0.21, 1.64, 0.28, 0, 0, 0.28

The program warned: the cutoff lies below the one the program advises for these potential files.
